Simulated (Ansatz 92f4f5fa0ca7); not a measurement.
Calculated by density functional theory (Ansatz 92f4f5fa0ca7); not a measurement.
Periodic cell of 360 atoms, Si240O120, from a study of silicon, its oxide and their interface. The atomic structure is a simulated model.
Doubt: the cutoff is far below the 930 eV that the study's wrapper takes by default for these files, so forces and energies are approximate.
This geometry differs little from another in the collection (a relaxation step or a small displacement).

Settings: functional PBE; potential files Ansatz PAW; basis plane waves; wave-function cutoff 580 eV; density cutoff ratio 5; exchange-correlation grid ratio 1; k mesh 1 x 1 x 1, Gamma-centred; self-consistency stop 5e-08 eV per atom in the density residual; occupations fixed; spin none; net charge 0.

Cell vectors (angstrom)
a 11.6015 0 0
b 0 13.3963 0
c 0 0 41.2417

Atoms: element, x, y, z (angstrom)
Si 0 2.2327 1.1851
Si 3.8672 2.2327 1.1851
Si 7.7343 2.2327 1.1851
Si 1.9336 5.5818 1.1851
Si 5.8008 5.5818 1.1851
Si 9.6679 5.5818 1.1851
Si 0 8.9308 1.1851
Si 3.8672 8.9308 1.1851
Si 7.7343 8.9308 1.1851
Si 1.9336 12.2799 1.1851
Si 5.8008 12.2799 1.1851
Si 9.6679 12.2799 1.1851
Si 1.9336 1.1164 1.9745
Si 5.8008 1.1164 1.9745
Si 9.6679 1.1164 1.9745
Si 0 4.4654 1.9745
Si 3.8672 4.4654 1.9745
Si 7.7343 4.4654 1.9745
Si 1.9336 7.8145 1.9745
Si 5.8008 7.8145 1.9745
Si 9.6679 7.8145 1.9745
Si 0 11.1635 1.9745
Si 3.8672 11.1635 1.9745
Si 7.7343 11.1635 1.9745
Si 1.9336 1.1164 4.3426
Si 5.8008 1.1164 4.3426
Si 9.6679 1.1164 4.3426
Si 0 4.4654 4.3426
Si 3.8672 4.4654 4.3426
Si 7.7343 4.4654 4.3426
Si 1.9336 7.8145 4.3426
Si 5.8008 7.8145 4.3426
Si 9.6679 7.8145 4.3426
Si 0 11.1635 4.3426
Si 3.8672 11.1635 4.3426
Si 7.7343 11.1635 4.3426
Si 0 0 36.9011
Si 3.8672 0 36.9011
Si 7.7343 0 36.9011
Si 1.9336 3.3491 36.9011
Si 5.8008 3.3491 36.9011
Si 9.6679 3.3491 36.9011
Si 0 6.6981 36.9011
Si 3.8672 6.6981 36.9011
Si 7.7343 6.6981 36.9011
Si 1.9336 10.0472 36.9011
Si 5.8008 10.0472 36.9011
Si 9.6679 10.0472 36.9011
Si 0 0 39.2693
Si 3.8672 0 39.2693
Si 7.7343 0 39.2693
Si 1.9336 3.3491 39.2693
Si 5.8008 3.3491 39.2693
Si 9.6679 3.3491 39.2693
Si 0 6.6981 39.2693
Si 3.8672 6.6981 39.2693
Si 7.7343 6.6981 39.2693
Si 1.9336 10.0472 39.2693
Si 5.8008 10.0472 39.2693
Si 9.6679 10.0472 39.2693
Si 0 2.2327 40.0587
Si 3.8672 2.2327 40.0587
Si 7.7343 2.2327 40.0587
Si 1.9336 5.5818 40.0587
Si 5.8008 5.5818 40.0587
Si 9.6679 5.5818 40.0587
Si 0 8.9308 40.0587
Si 3.8672 8.9308 40.0587
Si 7.7343 8.9308 40.0587
Si 1.9336 12.2799 40.0587
Si 5.8008 12.2799 40.0587
Si 9.6679 12.2799 40.0587
Si -0.6915 1.9818 30.9294
Si 1.2993 2.9219 30.1034
Si 11.0237 -2.9709 27.1954
Si -1.6557 3.5511 27.6497
Si 3.2961 1.9065 30.8098
Si 9.6598 -0.7822 25.2716
Si 0.8986 1.9908 28.0236
Si 7.4762 3.1158 25.6643
Si 6.9569 11.6077 24.6581
Si -3.1669 7.8893 25.7099
Si 9.2198 16.6793 29.8898
Si 15.0013 12.6718 25.5752
Si 0.7742 2.2541 21.934
Si 5.3707 -1.1888 30.8092
Si 4.9482 4.7329 26.0869
Si 4.9167 4.9928 29.2246
Si 6.7765 6.0531 30.6116
Si 10.3138 -0.3895 30.6507
Si 1.9334 5.2122 30.5086
Si 0.5693 12.4764 29.1375
Si 3.0837 12.9755 30.9446
Si 3.3582 5.6899 18.7232
Si 8.8398 8.3203 22.7185
Si 15.1972 16.7394 20.6552
Si -0.1738 2.2469 33.178
Si 3.7598 2.2515 33.0717
Si 7.5348 2.235 32.868
Si 2.0025 5.5498 32.8679
Si 5.9347 5.6957 32.8802
Si 9.16 5.4828 30.7642
Si -0.0853 8.7196 32.8407
Si 3.8838 9.0942 32.6722
Si 7.7259 8.9186 32.8993
Si 4.9643 16.003 29.3089
Si 5.8475 12.2709 33.0866
Si 9.8567 12.3465 32.9166
Si 1.8253 1.1506 33.8668
Si 5.7036 1.1072 33.795
Si 9.5013 1.1159 33.8262
Si 0.0325 4.5075 33.7564
Si 3.9633 4.5183 33.6673
Si 7.6889 4.4244 33.8154
Si 1.9919 7.8342 33.563
Si 5.7423 7.9156 33.7
Si 9.5932 7.7666 33.8103
Si 0.1308 11.0784 33.5799
Si 3.9455 11.1397 33.875
Si 7.8686 11.1794 33.6327
Si 1.9167 1.1253 36.183
Si 5.7989 1.1227 36.1404
Si 9.6288 1.117 36.1631
Si 0.0039 4.4758 36.1188
Si 3.8903 4.4806 36.0698
Si 7.7251 4.4476 36.1545
Si 1.947 7.8219 36.0218
Si 5.7834 7.8302 36.0868
Si 9.6591 7.8131 36.1524
Si 0.024 11.1375 36.0254
Si 3.8719 11.1461 36.1892
Si 7.7593 11.166 36.0501
Si 0.0227 -0.0104 5.2163
Si 3.8899 0.0075 5.0863
Si 7.7473 0.0004 5.1504
Si 1.9318 3.3347 5.1923
Si 5.7961 3.5064 5.1789
Si 9.6332 3.312 5.2276
Si 0.0015 6.6922 5.0806
Si 3.8345 6.699 5.0941
Si 7.7578 6.6867 4.9448
Si 1.9345 10.0313 5.2169
Si 5.801 10.0446 5.0727
Si 9.6701 10.0296 5.156
Si 0.1496 -0.1206 7.6577
Si 4.0763 -0.0553 7.4089
Si 7.829 -0.0944 7.5309
Si 1.8705 3.2359 7.6131
Si 5.7774 5.0094 7.1765
Si 9.5461 3.1353 7.6777
Si 0.0044 6.5904 7.4083
Si 3.8993 6.4909 7.4362
Si 7.6928 6.4118 7.2084
Si 2.0199 9.9004 7.66
Si 5.8293 9.8896 7.3941
Si 9.6688 9.8629 7.541
Si 3.4398 -0.8073 10.4574
Si 3.7779 2.0843 8.4762
Si 4.9817 -0.7905 15.3378
Si 1.9025 5.4942 8.3222
Si 5.6956 3.4271 8.7974
Si 9.6281 5.4593 8.14
Si 0.0029 8.7668 8.3845
Si 4.015 8.7356 8.3476
Si 5.8219 12.246 10.6158
Si 2.2443 12.2071 8.3489
Si 5.958 12.0861 8.2398
Si 9.7684 12.1182 8.3606
Si -3.984 1.9784 8.7189
Si -0.3777 2.3355 10.9297
Si 13.1952 1.5842 12.0114
Si 3.5588 9.8699 27.3416
Si 4.9605 10.2396 14.4159
Si 11.2039 4.6338 11.4657
Si 4.8141 13.8477 20.8093
Si 7.9745 9.6002 11.8046
Si 12.7583 11.8595 12.1292
Si -1.9788 18.8878 22.0064
Si 7.5353 14.5178 15.7791
Si 5.7233 10.2859 12.0865
Si -1.9874 5.9812 10.4043
Si 3.5357 1.5394 10.7577
Si 7.6796 -4.7915 8.0593
Si 3.359 7.6318 14.561
Si 7.2576 0.9967 10.9617
Si 11.3588 7.6968 10.5207
Si -3.9791 5.0308 19.7462
Si 6.2088 7.2472 18.2408
Si 15.3198 6.5101 11.5162
Si -4.5187 8.1033 10.2592
Si 4.7228 12.233 18.3064
Si 7.2391 5.7631 13.7117
O -19.6754 -6.5606 13.1397
O -3.0889 -14.9647 20.0799
O 27.0527 -3.2941 28.9322
O 8.8027 8.7167 12.9409
O 8.8337 -0.6693 29.8975
O -8.0372 -17.5131 14.3911
O 20.3727 -6.6817 22.6077
O 6.8432 20.9417 25.8677
O 1.2498 -17.3627 22.0717
O 17.9571 -1.2514 18.4591
O 0.5976 -13.0148 28.1518
O -5.5521 -7.2217 22.5255
O 27.2417 -2.6041 18.634
O -5.1926 13.4122 20.775
O 19.3022 -9.8029 18.9569
O 2.1917 21.1979 24.9285
O 4.0516 27.3125 26.4576
O 16.3248 9.0025 26.5896
O 25.3003 16.2746 21.1457
O -5.1376 12.8106 25.6421
O 42.5722 -17.862 21.6548
O 6.82 -23.3144 22.1827
O 15.731 -0.1443 19.4415
O 25.5012 -25.5586 15.8675
Si -12.8457 8.3369 13.301
Si 4.7767 8.5378 10.6164
Si 13.6074 -2.5298 22.2172
Si 7.2859 -0.0823 29.7396
Si 7.1738 2.1645 30.4225
Si 14.502 -6.9166 24.2523
Si 9.9968 11.9917 10.7338
Si -5.5504 -8.5846 21.5834
Si 5.7169 16.4774 14.1434
Si 13.0967 5.9949 10.6215
Si -6.5423 -19.3081 22.6906
Si 9.585 9.0179 28.3725
Si 8.2545 -23.8634 22.7457
Si 4.678 -3.3937 30.3564
Si 0.8063 13.1534 23.8717
Si -4.2587 8.4143 30.5841
Si 22.6532 4.0568 16.323
Si 13.7237 -1.0417 33.0499
Si 1.3888 -18.9825 19.254
Si 3.2548 1.5944 14.6165
Si 17.657 21.145 15.8446
Si 22.9558 -2.4936 14.5569
Si 17.1088 4.6244 10.8696
Si -7.725 2.032 27.0922
Si 10.099 0.2528 14.0585
Si 21.9075 1.5539 20.7529
Si 17.1305 -10.9493 11.8653
Si 17.4673 -4.5928 25.4669
Si -1.4763 -1.4836 19.9385
Si -4.213 6.0473 11.3209
Si 15.9692 -1.2374 23.4163
Si 6.9256 -14.7413 20.0047
Si 18.0492 9.1515 20.701
Si 10.2744 5.1876 13.5945
Si -10.3229 -5.1447 26.214
Si 14.1433 10.6855 19.2653
Si -2.767 -10.6524 18.1414
Si -4.3014 0.3782 26.6384
Si 22.4271 -7.4748 26.226
Si -0.1771 -4.1421 21.2853
Si 0.2276 -1.3986 17.4823
Si 0.6929 -12.1052 16.1053
Si 11.9373 4.85 23.5429
Si 11.5379 -11.2811 8.509
Si -12.2503 -6.3735 30.1472
Si -10.1582 -6.9063 16.6475
Si -1.9905 -7.8804 33.0734
Si 9.5613 0.7206 11.7698
O 15.0864 4.13 19.2152
O -11.648 -15.3229 11.0695
O -14.323 -13.0637 26.1986
O -10.6776 11.7785 23.0171
O -14.663 -31.0873 29.6464
O -2.3548 -9.1994 22.9085
O 24.1977 -5.714 17.6734
O 4.5721 -24.7506 20.646
O 11.764 -21.3139 16.673
O -24.2246 31.8571 27.5873
O 8.7906 16.9538 26.4961
O -14.2656 -2.541 11.3081
O -4.5999 -0.1678 28.1281
O -10.0942 11.4147 18.2648
O 2.7345 5.6598 17.2164
O 23.2473 -18.7105 20.1515
O -6.4381 -18.3814 21.3619
O 31.2221 1.5844 17.29
O -12.9723 24.9164 26.3072
O 13.9498 11.4055 20.7153
O 6.4731 -13.5216 15.6212
O -2.8927 -4.5973 27.017
O 26.561 -15.489 26.5343
O 1.9146 7.1819 15.2231
O -16.2702 15.825 15.0209
O 35.8334 -2.3278 13.5451
O 23.6002 2.7851 16.663
O 23.7079 -15.6306 28.1683
O 10.4628 -14.9856 18.3475
O 11.175 4.9563 24.9692
O -14.1813 -11.5692 21.7989
O 25.4696 6.4861 19.6797
O -11.2502 -10.0956 23.1021
O 0.7741 -20.566 29.912
O 12.6306 13.4628 12.3814
O -35.106 8.5322 11.9676
O -1.3762 11.9969 14.0943
O -7.4127 -13.4842 22.2322
O -24.2985 -33.3812 13.8655
O 10.5845 -0.0683 20.6209
O 3.4205 -2.5472 23.0366
O -11.9611 -5.1451 31.241
O -11.4415 9.4514 26.0597
O 45.7 10.6632 20.643
O -7.1569 4.4193 21.5626
O 4.5557 -6.2577 15.5573
O -4.8405 15.3148 26.5402
O 11.1681 29.3301 27.2331
O -2.9423 4.9416 13.823
O 3.5305 6.9953 22.8488
O -13.5471 -9.6203 17.1439
O -12.8705 8.8082 22.3715
O -32.5365 15.5334 13.4246
O 22.4334 -4.0281 14.4642
O -2.4729 5.2631 20.4561
O 20.135 11.891 24.2932
O 21.0382 33.4258 25.7671
O 6.4642 -22.392 25.5082
O 7.9177 -10.9894 24.2525
O -17.833 -4.9517 23.9677
O -17.25 22.4471 29.9871
O -1.7321 15.4885 19.2487
O 38.9276 -13.1916 14.3118
O 27.2869 -7.6012 25.1867
O 1.8483 5.3413 23.8125
O 3.4325 18.9222 29.8146
O 4.7929 -20.2926 18.7
O -32.7658 -1.0641 29.832
O 10.8884 17.5504 14.7022
O 20.4711 0.6313 15.0324
O 29.2317 4.6979 14.0834
O 23.6755 6.8935 26.5864
O -12.6291 7.7545 28.7319
O 2.6639 38.3684 11.5667
O 4.265 -0.7359 16.8133
O 29.1494 11.6853 23.385
O 0.3626 0.2052 17.2616
O -0.7374 -13.4968 24.4111
O -9.3252 -4.5433 27.3486
O 0.1698 11.1788 16.0884
O -7.3581 3.2589 26.0646
O 18.7281 -6.4445 14.862
O 6.0266 -4.0422 15.3726
O -0.3785 5.7007 22.3066
O 11.4302 14.3427 14.7532
O 4.3037 2.8075 14.9577
O -4.8963 -16.5845 25.4336
O 25.554 9.0955 19.41
O 29.7632 8.5678 19.1705
O -28.6037 10.7522 20.6701
O 1.1954 0.9358 22.8152
O 2.2502 2.2333 27.1642
O 7.4101 -7.2192 18.5874
O 16.6328 5.3593 27.6081
O 8.6157 -4.7058 24.2868
O 1.8506 -0.3007 25.1385

Results
free energy: -220803.365 eV
free energy less fixed offsets of O -568.88, Si -635.61 eV per atom: 8.635 eV

Forces (eV/angstrom), in the order of the atoms: element, x, y, z
Si 0.0089 -0.003 0.0051
Si -0.0288 0.035 0.0057
Si -0.0161 0.063 -0.0737
Si 0.0417 0.0031 0.0181
Si 0.0046 0.0239 0.034
Si -0.0315 0.0161 -0.0024
Si -0.0208 -0.0568 -0.0501
Si 0.0141 -0.0174 -0.0407
Si 0.036 -0.03 0.006
Si 0.0007 0.002 0.0251
Si -0.0179 -0.0794 0.126
Si -0.0146 0.014 0.023
Si -0.0111 -0.0002 -0.0106
Si 0.1093 0.2379 -0.0377
Si 0.0659 -0.0367 -0.0246
Si -0.0596 -0.0978 -0.0596
Si -0.1565 -0.0436 0.0143
Si 0.1258 -0.1996 -0.0022
Si -0.0316 0.0922 -0.0069
Si -0.0855 -0.0152 -0.0113
Si 0.0927 0.0855 0.0151
Si 0.0397 -0.0169 -0.0296
Si -0.0837 -0.0465 -0.0042
Si 0.0625 -0.0025 -0.0008
Si -0.0906 -0.0156 0.2207
Si 0.2893 0.5559 0.575
Si 0.1918 -0.0811 0.302
Si -0.1757 -0.3793 0.3976
Si -0.404 0.1098 -0.3427
Si 0.2903 -0.3203 -0.7585
Si -0.1241 0.2955 -0.2127
Si -0.2315 -0.1194 -0.3601
Si 0.3347 0.2467 -0.5181
Si 0.1291 -0.0286 0.5255
Si -0.2078 -0.1465 0.018
Si 0.1622 -0.0195 0.0424
Si -0.2351 -0.3231 -0.1755
Si 0.0207 0.0006 0.1738
Si -0.205 -0.2695 0.2426
Si 0.1773 0.2847 -0.0087
Si -0.1739 0.0234 0.2495
Si 0.0328 0.059 0.1213
Si 0.238 0.1494 -0.1834
Si -0.0859 0.0708 -0.2032
Si -0.2505 0.0104 -0.0506
Si -0.1397 -0.2206 -0.0283
Si 0.3588 0.0367 0.0327
Si 0.1465 0.1547 -0.1754
Si -0.0871 -0.1146 0.0219
Si -0.0124 0.0176 0.0156
Si -0.0833 -0.0831 -0.0026
Si 0.0639 0.0975 0.0282
Si -0.0625 0.0114 0.0011
Si 0.0317 0.0257 0.0003
Si 0.0823 0.0612 -0.0021
Si -0.0369 0.0236 0.0186
Si -0.0755 0.0046 0.0203
Si -0.076 -0.084 -0.0208
Si 0.1352 -0.0221 0.0229
Si 0.0668 0.0516 0.0125
Si -0.0095 0.0162 -0.0584
Si 0.0177 -0.019 0.0227
Si 0.0091 -0.05 -0.0215
Si -0.0503 -0.0076 0.0269
Si 0.0078 -0.0318 0.0115
Si 0.03 -0.022 -0.0325
Si 0.0184 0.027 0.0363
Si -0.016 0.0059 -0.0283
Si -0.0353 0.0172 0.0008
Si 0.0129 0.0043 -0.0427
Si 0.0193 0.0528 0.012
Si 0.0117 -0.0023 0.0224
Si 0.0401 -0.0076 0.169
Si 0.0179 0.0163 -0.0969
Si 0.0201 0.0246 0.0158
Si 0.0007 0.0138 -0.0441
Si -0.0297 -0.0867 0.0382
Si 0.0202 0.019 0.0026
Si 0.0457 0.0226 0.0623
Si -0.0011 -0.0115 -0.021
Si -0.0178 0.0275 0.0096
Si 0.0191 0.0054 0.0041
Si -0.0138 -0.0025 -0.0087
Si 0.006 0.0092 -0.0057
Si -0.0072 -0.0193 -0.0167
Si 0.0039 -0.0365 0.0121
Si -0.0006 -0.0347 -0.0077
Si -0.0061 -0.0006 0.0102
Si -0.0237 0.0199 -0.0159
Si 0.0278 -0.008 -0.0213
Si -0.0419 -0.0755 -0.0243
Si -0.0001 -0.0007 0.0148
Si -0.0171 0.1023 -0.0172
Si 0.0416 -0.0153 0.0119
Si -0.0072 -0.0112 -0.0154
Si 0.007 0.0013 0.0011
Si -0.1443 -0.0692 -0.0363
Si 0.0038 -0.0183 -0.0191
Si 0.0148 -0.0213 0.0064
Si 0.0139 0.0256 0.0291
Si -0.0064 -0.0065 -0.0031
Si 0.0278 0.0109 -0.0028
Si 0.0141 0.0103 0.0291
Si -0.0038 -0.0041 0.0148
Si 0.0047 0.0029 0.0169
Si 0.0308 -0.0267 -0.0062
Si -0.0018 -0.0059 -0.0104
Si 0.0043 0.0118 0.0003
Si 0.0268 0.0052 -0.0007
Si 0.0031 0.0174 0.0037
Si 0.0647 0.0418 0.0311
Si -0.0036 0.0127 0.0053
Si -0.0034 0.004 0.01
Si 0.0077 -0.0038 0.0025
Si -0.0166 0.0045 -0.006
Si 0.0023 0.0031 0.002
Si -0.0001 0.0137 -0.0074
Si -0.0114 -0.0147 -0.0149
Si -0.0048 -0.0071 0.0027
Si 0.0022 -0.0041 -0.0004
Si 0.0065 -0.0151 0.0096
Si 0.0002 -0.0094 0.0016
Si 0.001 -0.0137 -0.0208
Si 0.0021 -0.001 0.0037
Si -0.0068 0.004 0.0019
Si -0.0011 0.0072 0.001
Si 0.0019 0.0023 -0.0037
Si 0.0011 -0.008 0.0039
Si -0.0016 0 -0.0075
Si -0.0079 0.0113 0.0033
Si 0.0001 0.0067 -0.0009
Si -0.0088 -0.0002 0.0018
Si -0.0065 0.0048 0.0046
Si -0.0044 0.0106 -0.0011
Si 0.0017 0.0107 0.0078
Si -0.0025 0.0043 -0.0046
Si 0.0059 0.0211 0.0254
Si 0.0084 0.0037 -0.0083
Si 0.0028 -0.0062 -0.0088
Si 0.0063 -0.011 0.0014
Si -0.0058 0.0032 0.0009
Si 0.0088 -0.0062 0.0077
Si -0.0059 -0.0053 -0.0127
Si 0.003 0.0006 0.0098
Si -0.0005 -0.006 -0.0087
Si -0.0096 -0.0195 0.0222
Si -0.0096 -0.0063 0.0011
Si -0.005 0.0007 0.0062
Si 0.0207 -0.0281 -0.06
Si 0.0001 0.0153 -0.0082
Si -0.0088 0.0091 0.0091
Si -0.011 0.0154 0.0058
Si 0 0.0168 0.0126
Si -0.0067 0.0271 -0.0016
Si -0.0047 0.0015 -0.0026
Si 0.0087 0.0181 -0.0027
Si -0.012 -0.1097 -0.0486
Si 0.0083 -0.0117 0.0125
Si 0.003 -0.0448 -0.0223
Si -0.002 -0.002 -0.0165
Si -0.0297 0.0366 0.0747
Si 0.0168 -0.0085 -0.003
Si -0.0047 -0.0247 0.0082
Si -0.0068 0.0012 0.0112
Si -0.1051 0.1155 0.0273
Si -0.0212 0.0153 0.0136
Si -0.0253 0.0257 -0.0068
Si -0.0002 -0.0032 -0.0266
Si 0.0301 -0.0163 -0.0073
Si 0.0023 0.0138 -0.0049
Si -0.048 -0.0922 0.0682
Si -0.0125 0.0249 -0.0122
Si 0.0308 0.0223 -0.0705
Si 0.0002 0.0021 -0.0032
Si -0.0007 0.017 0.0091
Si 0.0041 0.0361 -0.0492
Si 0.0127 0.0076 -0.0217
Si -0.0123 -0.0214 -0.0085
Si -0.0266 0.0125 0.0348
Si -0.0503 0.0639 0.1523
Si -0.0742 0.003 0.0248
Si 0.1695 -0.0434 -0.0283
Si -0.0056 -0.0149 0.0532
Si 0.0444 0.0108 0.0149
Si 0.0339 0.0061 0.0077
Si 0.0413 -0.0485 -0.0499
Si -0.0145 0.0134 -0.0171
Si 0.0131 -0.0026 -0.0365
Si 0.0019 -0.0115 -0.0383
Si 0.0585 -0.0184 -0.0393
Si 0.0021 -0.0029 -0.006
Si -0.019 -0.0121 0.0574
O -0.0152 0.0027 0.0231
O 0.0137 -0.002 -0.0035
O 0.0034 -0.0146 -0.0153
O 0.0364 -0.0099 0.0275
O -0.02 -0.0103 -0.0059
O -0.0543 -0.0308 0.006
O 0.003 0.0159 0.0068
O 0.0015 -0.0034 0.0077
O -0.0012 -0.0044 -0.0005
O 0.0032 -0.0007 -0.0097
O -0.0146 0.0377 -0.0179
O -0.0101 0.023 0.0161
O -0.0095 0.0026 0.0044
O 0.0007 -0.0072 -0.003
O 0.0065 -0.0072 -0.0022
O 0.0081 -0.007 -0.003
O 0.0134 -0.029 -0.0153
O 0.002 -0.0028 0.0001
O -0.0002 0.0023 0.0043
O 0.0047 -0.0142 -0.0022
O 0.0041 0.0032 0.0095
O 0.0109 0.0038 0.0038
O -0.0023 -0.0063 -0.0078
O -0.0117 0.0091 -0.0168
Si -0.0119 0.0014 0.0102
Si -0.0717 -0.0274 -0.0186
Si -0.0028 0.0205 0.0186
Si 0.019 0.043 0.0185
Si -0.0167 -0.0066 0.0106
Si 0.0138 -0.016 0.0013
Si -0.0076 0.0069 0.0005
Si 0.0206 -0.0133 -0.0091
Si -0.0053 0.032 0.0273
Si 0 0.032 0.0318
Si 0.0162 0.0014 -0.0111
Si -0.0147 -0.0065 0.0064
Si -0.0117 -0.0047 0.0019
Si 0.0124 0.0165 0.0222
Si 0.0283 0.0068 0.0104
Si -0.0047 0.0016 -0.0223
Si -0.0169 -0.0122 0.0106
Si 0.0051 -0.0143 0.0136
Si 0.0125 -0.0082 0.01
Si 0.0164 -0.0069 0.0064
Si -0.0247 0.0094 0.0142
Si 0.0204 -0.0012 -0.0145
Si -0.0104 -0.0552 -0.0346
Si -0.0364 0.0186 0.0224
Si 0.0082 -0.0088 0.0285
Si 0.0146 0.0098 0.0158
Si -0.0171 0.0302 0.0167
Si -0.009 0.0115 -0.0025
Si -0.0093 0.016 0.021
Si 0.0609 0.0095 -0.0493
Si -0.027 0.0113 0.0262
Si -0.0019 0.0013 0.0067
Si 0.0115 -0.0025 -0.0239
Si -0.0306 -0.0011 0.0212
Si -0.0165 0.0084 0.0067
Si 0.0209 0.0052 0.0019
Si -0.0282 -0.006 0.0055
Si -0.0199 0.0108 -0.0024
Si 0.0064 -0.0046 0.0098
Si -0.0054 0.0124 0.0018
Si 0.0009 0.0029 0.0041
Si 0.0268 0.0111 -0.0055
Si -0.0038 -0.0149 -0.0056
Si 0.0195 -0.0154 -0.001
Si 0.004 0.0238 0.0455
Si 0.0144 0.0023 -0.0044
Si 0.0016 -0.0034 -0.0001
Si -0.0209 0.0383 -0.0009
O -0.0111 0.0056 -0.0024
O 0.0318 0.0114 0.0265
O -0.0003 -0.0085 -0.008
O 0.0095 -0.0071 -0.0068
O 0.0059 0.0088 -0.0056
O -0.0034 0.0035 -0.0048
O -0.0072 0.0071 0.0072
O -0.0056 -0.0001 0.0006
O -0.0022 0.001 -0.0011
O -0.0034 0.0029 -0.0076
O 0.0124 0 0.0181
O 0.0254 -0.0217 0.0049
O -0.0063 -0.0283 -0.0229
O -0.0132 0.0038 -0.0076
O -0.0146 0.0022 0.0022
O -0.0013 0.0005 -0.0021
O -0.0069 -0.0031 0.0124
O 0.0055 -0.0011 -0.0078
O -0.0157 -0.0028 -0.001
O -0.0052 -0.0051 -0.0049
O 0.0126 0.0253 -0.0035
O 0.0178 0.012 0.0086
O 0.0127 -0.0293 0.0092
O -0.0235 -0.0122 0.0111
O 0.0047 -0.0162 -0.0054
O -0.0101 0.0144 0
O -0.006 0.0092 -0.0037
O -0.0306 -0.0043 0.0237
O 0.0087 -0.0016 -0.0041
O -0.001 0.0056 0.003
O 0.0042 -0.0008 -0.0028
O -0.0144 0.01 -0.0059
O -0.0001 0.0126 0.0095
O 0.0308 0.0221 -0.0196
O 0.0151 -0.0069 -0.0046
O -0.0142 0.0123 0.015
O -0.0116 0.0001 -0.0077
O 0.0013 0.0026 -0.0072
O 0.0066 -0.0037 0.0039
O -0.0078 -0.0206 -0.0094
O -0.0047 -0.0118 -0.0093
O -0.0061 -0.0044 -0.0378
O 0.0191 -0.0345 -0.016
O 0.0064 -0.0065 -0.0017
O -0.0035 -0.0013 -0.0093
O -0.0081 0.0035 -0.0154
O 0.0088 0.0062 -0.007
O -0.025 0.0059 -0.0046
O 0.0198 -0.0004 -0.003
O -0.0108 0.0007 0.0075
O 0.0195 0.0098 -0.0056
O -0.0002 0.0003 -0.0041
O 0.0058 -0.003 -0.0425
O 0.0019 0.0146 0.019
O 0.0083 0.0024 0.0101
O -0.006 -0.0084 -0.005
O -0.0037 0.0003 -0.0016
O 0.0106 0.003 0.0094
O 0.0004 0.0039 0.0154
O 0.0001 -0.001 0.0038
O 0.0314 -0.0354 -0.0105
O 0.0032 0.0002 -0.0022
O -0.0063 0.0247 0.0033
O -0.0173 0.0197 -0.0088
O -0.0005 0.0104 0.0038
O -0.0367 0.0335 -0.0043
O -0.0238 -0.0146 0.0049
O 0.0073 -0.0296 0.0105
O -0.0033 0.0081 -0.0095
O 0.0209 -0.0038 -0.027
O 0.0022 0 -0.0289
O -0.0023 -0.0046 -0.0065
O -0.0013 0.0032 0.0113
O -0.0376 0.0134 0.012
O -0.0026 0.0124 0.0034
O 0.0152 -0.0041 -0.0025
O -0.0089 -0.0198 0.0014
O -0.0141 -0.0077 0.0003
O 0.0107 -0.0048 -0.0018
O -0.0087 0.004 0.0119
O 0.0032 0.0067 0.0028
O 0.014 -0.0137 -0.0267
O 0.0301 -0.0063 0.0161
O 0.0109 0.0056 0.0111
O -0.0145 0.0039 -0.0061
O -0.0087 -0.014 -0.0228
O -0.0029 -0.0184 0.0084
O -0.012 -0.0043 -0.004
O 0.0007 0.0204 0.0328
O -0.001 -0.0023 -0.0037
O -0.0101 -0.0064 0.0031
O 0.0247 0.012 -0.1076
O -0.0152 -0.0088 0.0203
O 0.0049 0.0217 -0.0286
O -0.0039 -0.0011 0.0083
O -0.0126 -0.0029 -0.0203

The program warned: the cutoff lies below the one the program advises for these potential files; the exchange-correlation potential is rough where the density is thin.
